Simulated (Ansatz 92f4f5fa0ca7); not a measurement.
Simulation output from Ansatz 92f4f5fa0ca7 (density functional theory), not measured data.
Periodic cell of 130 atoms, Si86O44, from a study of silicon, its oxide and their interface. The atomic structure is a simulated model.

Settings
functional: r2SCAN
potential files: Ansatz norm-conserving
basis: plane waves
wave-function cutoff: 1300 eV
density cutoff ratio: 4
exchange-correlation grid ratio: 1
k mesh: 2 x 2 x 1, shifted by 0.5 0.5 0.5 of a step
self-consistency stop: 5e-08 eV per atom in the density residual
occupations: Fermi-Dirac, 0.05 eV
spin: none
net charge: 0

Cell vectors (angstrom)
a	10.88	0	0
b	0	10.88	0
c	0	0	19.1666

Atoms: element, x, y, z (angstrom)
Si	-0.8279	-2.1834	-0.7125
Si	2.923	2.5586	-0.1488
Si	-0.483	5.3899	-0.7803
Si	3.0774	7.6125	-0.5623
Si	4.8374	1.1239	-0.0905
Si	8.0987	2.1402	-0.2753
Si	4.596	5.7561	-0.3537
Si	8.2002	6.4621	-1.191
Si	1.0596	1.1276	1.5982
Si	3.3875	4.4613	1.1481
Si	0.8622	7.1091	0.0334
Si	3.8146	9.3925	0.9369
Si	6.702	1.3081	1.3462
Si	9.9547	4.0746	1.2128
Si	6.6257	6.4862	0.5406
Si	9.7647	9.6647	1.408
Si	0.089	2.8091	2.8703
Si	2.737	-0.1091	2.6416
Si	-0.0372	8.0582	2.7708
Si	2.225	5.7476	2.6526
Si	5.5539	2.7256	2.8423
Si	8.1034	-0.0453	2.6535
Si	5.3739	8.4171	2.4056
Si	8.3576	5.0738	2.6886
Si	1.3176	4.2232	4.2345
Si	4.0635	1.3748	4.0619
Si	1.3568	9.4659	4.0616
Si	4.0276	6.8484	3.7816
Si	6.9195	4.0037	4.2158
Si	9.4619	1.4014	4.0444
Si	6.7253	9.5357	4.018
Si	9.3966	6.7713	4.0829
Si	-0.0221	0.0499	5.3974
Si	2.7338	2.8103	5.5088
Si	-0.1829	5.4622	5.5661
Si	2.7232	8.0837	5.3442
Si	5.469	0.0741	5.3837
Si	8.2108	2.6672	5.5747
Si	5.3926	5.5034	5.2701
Si	8.0711	8.1699	5.4483
Si	1.2916	1.4586	6.8285
Si	4.1206	4.2431	6.8424
Si	1.2508	6.8578	6.783
Si	4.0827	9.5276	6.5399
Si	6.7597	1.4038	6.878
Si	9.4243	4.0676	6.9852
Si	6.6852	6.7779	6.7584
Si	9.4713	9.6095	6.7948
Si	-0.0859	2.7236	8.4146
Si	2.8222	0.0307	7.8635
Si	0.0561	8.3763	8.1314
Si	2.6863	5.6584	8.1744
Si	5.7771	3.1096	8.2524
Si	8.1153	0.0618	8.2428
Si	5.3232	8.2681	8.0473
Si	7.5674	4.9042	8.4824
Si	1.3792	4.2642	9.5419
Si	4.3852	1.2061	9.1205
Si	1.8903	9.3889	9.3529
Si	3.5534	7.5038	9.456
Si	6.1412	2.8112	10.8415
Si	9.2747	1.3471	9.8571
Si	6.5865	9.6489	9.4842
Si	9.8507	7.7307	10.1141
Si	2.4098	-0.2013	14.5862
Si	2.5383	2.9268	10.9877
Si	0.9842	5.6371	11.4203
Si	3.8949	6.664	11.7167
Si	5.7079	0.4001	10.8721
Si	8.4962	3.311	10.8643
Si	4.4696	4.1568	11.9117
Si	8.0631	9.1841	13.5721
Si	-0.5661	-0.7271	15.6963
Si	4.8652	9.388	13.297
Si	13.3441	2.6824	15.8766
Si	10.3541	4.8021	12.97
Si	4.9154	3.8868	14.2089
Si	12.0567	11.3551	11.9095
Si	-1.7811	1.2394	16.1451
Si	-4.0159	2.8996	15.1903
Si	11.2141	3.622	15.8081
Si	7.6896	7.0021	10.5021
Si	6.0036	3.2938	17.3378
Si	7.1066	5.6719	15.0364
Si	8.1594	-4.0225	13.38
Si	9.2603	10.456	11.7467
O	-7.3812	-7.3389	-4.2176
O	1.5271	1.7445	0.1431
O	4.5831	3.8044	2.0766
O	2.8044	2.895	-1.7299
O	0.2195	4.7287	-2.1484
O	-0.2873	11.0379	-6.6275
O	4.5013	10.395	-0.2573
O	-0.0291	10.8872	1.0971
O	5.4543	1.763	-1.5057
O	7.405	6.1627	-2.61
O	6.5606	7.9732	1.2744
O	9.4277	2.6818	0.4739
O	7.0882	5.4268	1.6854
O	11.8163	6.8227	1.8778
O	-2.2134	4.5595	9.7863
O	0.9676	-0.8138	15.0624
O	1.2755	2.1129	11.7058
O	4.8779	-0.3651	12.098
O	2.3445	6.2715	12.1629
O	4.4413	7.9089	12.693
O	-4.041	6.1306	9.411
O	-3.4248	-4.5319	11.9844
O	3.2356	1.6566	10.2367
O	9.3162	3.7287	12.2338
O	7.3224	3.4811	18.3116
O	1.4994	10.3483	10.6659
O	7.0153	8.5046	10.6231
O	9.7463	9.1569	10.8947
O	7.7679	1.5098	15.1553
O	2.2803	11.0899	13.0396
O	6.4257	9.4058	13.8624
O	10.6123	-1.2858	17.2201
O	10.1129	2.4845	16.0951
O	11.0522	4.1857	14.2943
O	13.5309	1.1016	15.5176
O	14.6642	9.7587	14.507
O	11.0472	6.9001	10.8222
O	-2.3731	1.0977	17.6967
O	-5.3722	5.3545	14.7857
O	-2.2104	8.0509	17.8589
O	5.0207	4.5541	17.6938
O	7.8254	4.191	14.8433
O	9.1416	9.3733	14.8357
O	9.6546	6.21	13.4093

Results
free energy: -30542.316 eV
free energy less fixed offsets of O -463.61, Si -117.95 eV per atom: 0.224 eV
pressure: -1.25 GPa
stress xx, yy, zz, yz, xz, xy (GPa, positive in tension): 1.01, 1.48, 1.26, 1.38, -0.4, 0.3

Forces (eV/angstrom), in the order of the atoms: element, x, y, z
Si	-0.1852	0.5404	0.4224
Si	-0.7566	-0.2987	-0.2752
Si	0.0763	-0.3141	-0.3131
Si	-0.3989	0.2037	-0.2124
Si	0.3777	-0.735	-0.257
Si	0.1016	0.3584	0.387
Si	-0.4863	-0.3954	0.1391
Si	0.2701	0.2494	-0.7021
Si	-0.072	-0.5074	-0.6317
Si	0.7121	-0.0052	-0.4305
Si	0.8996	0.0839	-0.3961
Si	0.156	0.1751	-0.5976
Si	-0.2816	-0.0136	0.2792
Si	-0.1967	-0.3723	-0.083
Si	0.0572	0.0801	0.0943
Si	0.1336	0.6338	-0.5979
Si	0.2226	-0.014	0.3142
Si	-0.1201	0.0718	0.0139
Si	0.0263	-0.0808	0.5536
Si	-0.0142	0.2919	0.1517
Si	-0.0735	0.159	-0.0923
Si	0.0475	-0.1117	0.2624
Si	0.2245	0.0635	-0.0226
Si	-0.3255	0.3287	-0.0184
Si	-0.0854	0.0037	0.0849
Si	-0.0729	-0.0936	-0.1321
Si	0.0247	0.1517	0.0268
Si	-0.0182	0.0235	-0.1656
Si	0.0071	-0.022	0.168
Si	-0.1641	-0.0888	-0.131
Si	0.3635	0.083	0.102
Si	-0.0813	-0.2292	-0.1997
Si	-0.0126	-0.0571	-0.0595
Si	0.1623	0.0111	-0.0059
Si	0.1625	-0.0268	-0.0527
Si	-0.0986	0.0971	-0.2102
Si	-0.1133	0.0772	-0.014
Si	0.0573	-0.0527	-0.0404
Si	0.0716	0.194	-0.0976
Si	-0.1726	0.0969	-0.0069
Si	-0.2235	0.1533	0.1402
Si	0.017	0.1052	0.1564
Si	0.1194	0.0402	-0.0749
Si	0.0282	-0.1149	0.1861
Si	0.0843	-0.1987	0.1174
Si	-0.4882	-0.2642	0.556
Si	-0.002	-0.4102	0.1763
Si	0.026	0.2249	-0.1981
Si	0.4029	-0.3058	-0.1197
Si	0.0657	-0.1006	-0.5813
Si	0.0949	0.0242	0.0386
Si	0.0869	-0.2651	0.2027
Si	-0.0856	0.0164	-0.0299
Si	-0.031	-0.0108	0.003
Si	-0.4412	0.1667	0.0276
Si	0.5305	0.5616	-0.7497
Si	0.1833	0.0187	-0.2015
Si	-0.5662	0.3787	0.6078
Si	-0.0454	0.4741	0.3822
Si	0.174	-0.056	0.0719
Si	-0.0004	0.1521	-0.0252
Si	0.1966	-0.175	-0.0752
Si	0.322	-0.2457	0.1707
Si	0.6876	-0.0391	-0.249
Si	0.1122	0.0269	-0.1036
Si	0.1469	-0.1901	-0.2828
Si	0.1042	0.1059	0.0896
Si	-0.168	0.269	-0.1901
Si	-0.0154	-0.3189	0.283
Si	-0.1302	0.4135	-0.1552
Si	-0.3273	0.2071	-0.0234
Si	-0.0998	0.4526	-0.0255
Si	0.3876	0.1112	0.3029
Si	0.0692	0.0068	0.0314
Si	-0.0232	0.0334	0.0183
Si	0.1803	-0.4674	-0.1279
Si	0.0172	-0.0903	-0.2236
Si	0.4085	0.1033	0.0216
Si	-0.195	-0.3584	0.3289
Si	-0.7572	-0.1406	-0.0464
Si	0.5358	-0.1169	-0.0645
Si	-0.7694	-0.0539	0.0847
Si	0.1427	-0.0552	0.1457
Si	-0.1407	-0.315	0.4714
Si	-0.1403	0.1427	-0.2412
Si	0.3379	0.3912	-0.2112
O	0.3299	-0.046	0.1439
O	0.3458	0.1649	0.4415
O	-0.0076	-0.1658	0.2958
O	0.3124	0.0556	0.094
O	-0.4586	-0.1097	0.0338
O	-0.1139	-0.1377	-0.0008
O	-0.5578	0.1102	0.6231
O	0.0395	0.0022	0.5435
O	-0.3236	0.3376	0.3302
O	0.1219	-0.0201	0.1673
O	-0.2657	-0.7652	0.2874
O	-0.2282	-0.0822	-0.5388
O	-0.1454	0.4244	-0.0026
O	-0.1456	0.1825	0.3682
O	-0.4926	-0.4051	0.2872
O	-0.3829	-0.1392	-0.0348
O	0.1074	-0.3004	-0.0606
O	0.0292	0.1152	-0.0136
O	-0.4605	-0.1709	-0.3329
O	0.0723	-0.3263	-0.1242
O	0.29	-0.0099	0.7379
O	-0.0387	-0.0906	-0.2485
O	0.3309	0.3545	-0.105
O	-0.0001	0.2368	-0.0169
O	0.2851	-0.0988	-0.1067
O	-0.2257	-0.1654	0.0867
O	0.1338	-0.3292	-0.2137
O	0.0364	-0.0864	0.0263
O	0.4079	0.5036	0.3428
O	-0.1705	-0.0365	0.0371
O	0.1391	-0.1801	0.0421
O	-0.2167	-0.1266	-0.4327
O	-0.4515	0.286	0.0731
O	-0.5345	0.0967	0.1522
O	0.0919	0.0136	-0.041
O	0.1649	-0.0388	-0.3817
O	-0.2037	0.4187	0.2275
O	0.1598	0.4382	-0.4463
O	-0.0477	-0.21	-0.0686
O	0.2703	-0.6708	0.0894
O	0.2269	0.0478	-0.2276
O	0.4479	0.2394	0.0219
O	-0.0031	-0.1299	-0.0855
O	-0.1032	-0.0213	0.159

The program warned: the forces do not sum to zero within the program's tolerance.
